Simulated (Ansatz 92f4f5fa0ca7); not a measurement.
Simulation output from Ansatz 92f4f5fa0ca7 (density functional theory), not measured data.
Periodic cell of 210 atoms, Si128O78B4, from a study of silicon, its oxide and their interface. The atomic structure is a simulated model.
Doubt: the cutoff is low for norm-conserving oxygen, so forces and energies are approximate.
Doubt: the program's own warning below bears on the result.

Settings
functional: HSE06
potential files: SPMS norm-conserving
basis: plane waves
wave-function cutoff: 800 eV
density cutoff ratio: 4
exchange-correlation grid ratio: 1
k mesh: 1 x 1 x 1, Gamma-centred
occupations: fixed
spin: none
net charge: 0

Cell vectors (angstrom)
a 10.938 0 0
b 0 10.938 0
c 0 0 31.1526

Atoms: element, x, y, z (angstrom)
Si 10.4018 0.5145 23.7051
Si 6.029 10.2723 23.8394
Si 2.278 3.1433 23.7228
Si 8.6063 2.3787 23.7554
Si 0.7096 5.0373 23.7956
B 4.6935 6.1246 24.5304
B 3.506 7.4386 24.5357
Si 7.6637 8.4374 23.7906
Si 1.2894 1.3943 25.0086
Si 6.8917 1.2702 25.0024
Si 4.1419 4.182 24.8606
Si 9.6965 4.1315 24.9638
Si 1.622 6.8736 25.0189
Si 6.5922 6.7077 25.045
Si 4.0807 9.3654 24.9104
Si 9.5048 9.5319 24.9221
Si 2.7479 -0.048 26.2732
Si 8.246 -0.0388 26.4122
Si -0.002 2.75 26.4283
Si 5.4733 2.7354 26.2767
Si 2.8066 5.4194 26.4349
Si 8.1992 5.4561 26.3043
Si 0.0418 8.1888 26.2844
Si 5.4621 8.2036 26.4623
Si 4.1018 1.3673 27.7344
Si 9.5708 1.3673 27.7344
Si 1.3673 4.1018 27.7344
Si 6.8362 4.1018 27.7344
Si 4.1018 6.8362 27.7344
Si 9.5708 6.8362 27.7344
Si 1.3673 9.5708 27.7344
Si 6.8362 9.5708 27.7344
Si 0 0 29.1016
Si 5.469 0 29.1016
Si 2.7345 2.7345 29.1016
Si 8.2035 2.7345 29.1016
Si 0 5.469 29.1016
Si 5.469 5.469 29.1016
Si 2.7345 8.2035 29.1016
Si 8.2035 8.2035 29.1016
Si 1.3673 1.3673 30.4689
Si 6.8362 1.3673 30.4689
Si 4.1018 4.1018 30.4689
Si 9.5708 4.1018 30.4689
Si 1.3673 6.8362 30.4689
Si 6.8362 6.8362 30.4689
Si 4.1018 9.5708 30.4689
Si 9.5708 9.5708 30.4689
Si 2.7345 0 0.6835
Si 8.2035 0 0.6835
Si 0 2.7345 0.6835
Si 5.469 2.7345 0.6835
Si 2.7345 5.469 0.6835
Si 8.2035 5.469 0.6835
Si 0 8.2035 0.6835
Si 5.469 8.2035 0.6835
Si 4.1018 1.3673 2.0507
Si 9.5708 1.3673 2.0507
Si 1.3673 4.1018 2.0507
Si 6.8362 4.1018 2.0507
Si 4.1018 6.8362 2.0507
Si 9.5708 6.8362 2.0507
Si 1.3673 9.5708 2.0507
Si 6.8362 9.5708 2.0507
Si 0 0 3.418
Si 5.469 0 3.418
Si 2.7345 2.7345 3.418
Si 8.2035 2.7345 3.418
Si 0 5.469 3.418
Si 5.469 5.469 3.418
Si 2.7345 8.2035 3.418
Si 8.2035 8.2035 3.418
Si 1.283 1.3992 4.8478
Si 6.8401 1.4527 4.8148
Si 4.091 4.1158 4.8969
Si 9.5762 4.1164 4.6688
Si 1.3827 6.8109 4.7083
Si 6.8005 6.8183 4.8826
Si 4.1 9.5673 4.7448
Si 9.5218 9.6071 4.8279
Si 2.6354 -0.102 6.0934
Si 8.1917 0.105 6.241
Si -0.3067 2.6492 6.1786
Si 5.4441 2.7341 6.3374
Si 2.6053 5.4775 6.2367
Si 8.0085 5.1262 6.0908
Si -0.1167 8.0309 6.0147
Si 5.3908 8.2629 6.2628
Si 4.4063 0.7986 7.3677
B 8.6979 2.0148 6.592
Si 0.6692 4.5167 7.3392
B 7.4034 3.2028 6.5842
Si 3.4807 7.3737 7.4649
Si 9.8723 6.1679 7.1908
Si 1.5983 9.032 7.2938
Si 6.2667 10.2286 7.3915
O 3.9174 0.7588 8.9673
O 6.5448 10.3459 9.0471
O 0.8195 9.6123 8.6559
O 3.9199 7.0732 9.0417
O 9.6981 6.642 8.7663
O 0.9295 4.4375 8.9859
O 7.9451 3.1514 22.3813
O 0.1319 11.062 22.2305
O 0.526 5.6787 22.262
O 2.5576 2.5152 22.1884
O 5.8357 -0.2011 22.2688
O 8.0532 7.7948 22.2896
Si 10.9474 9.166 13.9532
Si 5.8671 8.0941 16.36
Si 9.1233 0.9206 19.1163
Si 3.2153 7.0658 17.5136
Si 2.2523 4.5331 18.9362
Si 0.6815 2.3773 14.5222
Si 7.117 5.7107 11.5566
Si 8.6254 3.1471 20.8954
Si 5.4629 3.2934 11.9806
Si 1.199 3.6239 10.36
Si 2.4153 0.7125 18.2706
Si 2.8986 9.3238 19.6937
Si 5.938 3.5214 16.1125
Si 3.0884 2.253 20.6761
Si 7.2513 5.9173 14.593
Si 6.1343 1.1845 14.271
Si 9.9436 4.7582 15.5951
Si 8.3308 3.6086 18.0309
Si 10.6809 1.448 11.6923
Si 3.966 9.9626 14.6312
Si 3.5568 1.4966 10.3643
Si 6.768 9.3413 10.3017
Si 5.0649 -0.2364 20.8526
Si 0.5048 9.5466 10.2388
Si 2.4245 10.0286 12.1962
Si 8.8614 7.8472 20.8678
Si 7.2227 9.5199 18.8412
Si 8.396 10.6413 12.8005
Si 3.0099 5.3416 12.3524
Si 10.7517 5.2735 20.8567
Si 9.1292 7.379 10.0732
Si 1.4436 6.5821 14.8633
Si 4.6753 7.1822 10.4751
Si 2.866 3.0328 16.4741
Si 1.1209 10.6272 16.0079
Si 0.0551 10.2648 20.8148
O 7.7992 8.2326 9.701
O 9.9561 9.0338 20.9776
O 8.0819 4.0281 19.6109
O 4.792 7.2077 17.1777
O 10.9802 9.4939 15.5627
O 9.3242 4.5399 17.1064
O 3.1608 1.5553 17.0983
O 4.0231 9.4029 20.8877
O 0.7085 1.9393 12.9486
O 8.4728 1.5694 20.4781
O 3.2511 3.7261 19.9673
O 0.9217 5.147 19.6577
O 3.0844 0.4552 11.5545
O 2.3466 7.1867 16.1146
O 5.9936 2.2583 13.0882
O 8.3892 10.5796 18.4677
O 6.6382 9.0367 17.4157
O 5.0433 8.9568 15.2699
O 6.1439 10.3923 19.6839
O 3.6126 6.6777 11.6132
O 0.5958 7.6365 13.909
O 10.2766 8.4414 10.6134
O 10.3582 3.3636 14.8431
O 4.6982 0.4464 14.4029
O 1.9077 9.0826 10.9712
O 9.4458 9.4821 13.3544
O 2.6321 10.1956 15.537
O 4.4084 1.2795 20.7112
O 5.9855 6.2104 10.4916
O 2.023 1.527 19.6397
O 3.4702 10.4987 18.6981
O 4.871 2.3792 10.7675
O 0.4894 1.0509 15.4093
O 2.3274 2.5003 10.0619
O 4.256 4.2759 12.5184
O 6.3439 4.6313 14.9972
O 2.7046 8.0724 18.6949
O 8.8298 5.5244 14.6837
O 5.3131 8.6846 10.7277
O 6.8401 4.0979 11.5705
O 6.8816 6.3311 13.0582
O 0.1612 0.1452 10.7525
O 6.806 3.7265 17.4691
O 1.1452 -0.08 17.6149
O 10.1422 3.759 21.0752
O 6.3625 2.0162 15.6486
O 9.2121 1.0381 12.2893
O 7.8032 8.2259 19.671
O 1.8395 3.6836 17.5854
O 1.77 4.6644 11.5019
O 4.3313 3.7246 16.3335
O 2.1222 3.0199 15.011
O 1.4882 9.6165 20.4275
O 7.4625 10.0632 11.5892
O 10.5489 0.3637 19.646
O 3.5339 9.3523 13.1736
O 10.7521 2.8053 10.7614
O 9.6165 6.4212 20.5349
O 6.9523 7.1685 15.5853
O 1.0653 10.1602 13.1563
O 7.3842 0.1632 14.0035
O 0.3543 5.66 15.6485
O 9.0789 2.1335 18.0116
O 2.4271 5.7778 13.825
O 8.6268 6.1976 11.1122
O 3.1837 5.6693 18.3009

Results
free energy: -49752.364 eV
free energy less fixed offsets of B -77.42, O -447.96, Si -113.29 eV per atom: -0.684 eV
gap between the highest filled and lowest empty level on this k mesh: 0.892 eV

The program warned: the cutoff lies below the one the program advises for these potential files; the model core charge is not resolved on the grid; the forces do not sum to zero within the program's tolerance; the exchange-correlation potential is rough where the density is thin.
